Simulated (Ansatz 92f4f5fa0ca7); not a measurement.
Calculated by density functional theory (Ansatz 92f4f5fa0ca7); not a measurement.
Periodic cell of 222 atoms, Si132O86H4, from a study of silicon, its oxide and their interface. The atomic structure is a simulated model.

Settings
functional: PBE
potential files: Ansatz PAW
basis: plane waves
wave-function cutoff: 700 eV
density cutoff ratio: 5
exchange-correlation grid ratio: 1
k mesh: 2 x 2 x 1, shifted by 0.5 0.5 0.5 of a step
self-consistency stop: 5e-08 eV per atom in the density residual
occupations: fixed
spin: none
net charge: 0

Cell vectors (angstrom)
a, 10.938, 0, 0
b, 0, 10.938, 0
c, 0, 0, 32.1424

Atoms and the computed forces on them: element, x, y, z (angstrom), force x, y, z (eV/angstrom)
Si, 10.7591, 0.2339, 24.6589, -0.0356, 0.012, -0.011
Si, 5.7581, 10.5087, 24.6397, 0.0146, -0.0311, -0.0466
Si, 2.6156, 3.0562, 24.5601, -0.0129, 0.0262, -0.0444
Si, 8.5469, 2.4723, 24.696, 0.0227, -0.0015, -0.0385
Si, 0.3095, 5.2124, 24.762, 0.0083, -0.0217, -0.0382
Si, 5.3487, 5.6974, 24.6274, -0.014, 0.0078, -0.0378
Si, 3.0749, 7.8838, 24.6881, 0.0325, -0.0196, -0.0118
Si, 8.1261, 8.4163, 24.7556, -0.0077, 0.0175, -0.0398
Si, 1.4828, 1.3808, 25.8759, -0.0063, 0.0008, 0.0163
Si, 6.8647, 1.3044, 25.8824, -0.0005, -0.0098, 0.0142
Si, 4.1709, 4.1363, 25.9644, -0.0011, -0.0061, -0.0012
Si, 9.668, 4.0335, 26.0527, 0.0016, 0.0208, -0.0068
Si, 1.4714, 6.7983, 26.0377, 0.0064, 0.0141, 0.0086
Si, 6.9184, 6.8162, 26.0006, -0.0111, -0.0021, 0.0057
Si, 4.1867, 9.4625, 26.0354, -0.0216, -0.001, 0.0023
Si, 9.6533, 9.6162, 26.0534, 0.0099, -0.0103, -0.0061
Si, 2.7896, -0.0242, 27.2876, -0.0143, 0.0064, -0.0048
Si, 8.2184, 0.0071, 27.3788, -0.011, 0.0066, -0.0059
Si, 0.1209, 2.6808, 27.3778, 0.002, -0.0067, -0.0059
Si, 5.5183, 2.6983, 27.2725, 0.0071, -0.0111, 0.0115
Si, 2.8089, 5.4418, 27.4182, 0.0148, -0.0101, -0.0102
Si, 8.2609, 5.422, 27.3504, 0.0007, 0.0056, -0.0003
Si, 0.0706, 8.191, 27.3545, 0.0037, -0.0015, -0.0122
Si, 5.5473, 8.1455, 27.4278, -0.0029, -0.0067, -0.0087
Si, 4.1345, 1.3578, 28.6753, 0.0057, 0.011, -0.0116
Si, 9.6139, 1.3618, 28.7267, 0.0026, 0.0002, -0.0215
Si, 1.4193, 4.0797, 28.7528, 0.0004, -0.0035, -0.0064
Si, 6.8607, 4.065, 28.6959, -0.005, 0.0017, -0.0229
Si, 4.1509, 6.8131, 28.7776, 0.0012, -0.0002, -0.0136
Si, 9.608, 6.8243, 28.7112, -0.0069, 0.002, -0.0097
Si, 1.4141, 9.5779, 28.7091, 0.0047, 0.0119, -0.0142
Si, 6.8749, 9.5677, 28.754, 0.0038, 0.0059, -0.006
Si, 0.0176, -0.0175, 30.0892, 0.0041, -0.0134, -0.0007
Si, 5.4759, -0.0042, 30.0849, -0.0046, 0.0052, 0.0017
Si, 2.7677, 2.7089, 30.0917, 0.0169, -0.0119, 0.0022
Si, 8.2261, 2.7216, 30.0855, -0.003, 0.0036, 0.0039
Si, 0.0229, 5.451, 30.0894, -0.0087, 0.0113, 0.0016
Si, 5.5033, 5.431, 30.1014, 0.0063, -0.0095, -0.0051
Si, 2.7542, 8.1971, 30.0948, -0.0031, 0.0057, -0.0053
Si, 8.2304, 8.1881, 30.0948, 0.0164, -0.0121, -0.0019
Si, 1.3673, 1.3673, 31.4587, 0.1115, -0.0768, -0.0469
Si, 6.8362, 1.3673, 31.4587, 0.0532, -0.0001, -0.0367
Si, 4.1018, 4.1018, 31.4587, 0.1198, -0.2092, 0.038
Si, 9.5708, 4.1018, 31.4587, 0.0144, 0.0154, 0.0077
Si, 1.3673, 6.8362, 31.4587, 0.0156, 0.0098, 0.0003
Si, 6.8362, 6.8362, 31.4587, 0.1389, -0.1282, -0.0178
Si, 4.1018, 9.5708, 31.4587, 0.0419, 0.0463, 0.0449
Si, 9.5708, 9.5708, 31.4587, 0.1538, -0.0813, 0.0151
Si, 2.7345, 0, 0.6835, -0.1232, 0.086, 0.0226
Si, 8.2035, 0, 0.6835, -0.0252, -0.0443, 0.0463
Si, 0, 2.7345, 0.6835, -0.0327, -0.0606, 0.0794
Si, 5.469, 2.7345, 0.6835, -0.268, 0.1446, -0.1902
Si, 2.7345, 5.469, 0.6835, 0.0134, 0.0454, 0.092
Si, 8.2035, 5.469, 0.6835, -0.0567, 0.1668, -0.0209
Si, 0, 8.2035, 0.6835, -0.1382, 0.096, -0.1073
Si, 5.469, 8.2035, 0.6835, -0.0325, -0.0167, 0.105
Si, 4.0865, 1.3868, 2.0451, -0.0091, 0.0165, 0.0031
Si, 9.5565, 1.3667, 2.0647, 0.0072, -0.0102, 0.0048
Si, 1.3506, 4.1126, 2.0548, 0.0026, -0.0032, -0.0015
Si, 6.7856, 4.136, 2.0207, -0.0129, -0.0016, 0.0049
Si, 4.0813, 6.8549, 2.0742, 0.0037, -0.0038, -0.0028
Si, 9.5417, 6.8732, 2.047, -0.004, 0.0112, -0.0017
Si, 1.3349, 9.5878, 2.0418, -0.0097, 0.0054, -0.0043
Si, 6.8311, 9.5707, 2.0632, 0.0007, -0.0024, 0.0009
Si, -0.0419, -0.0364, 3.4583, 0.0013, -0.0113, 0.012
Si, 5.4365, 0.0085, 3.393, 0.0099, 0.0092, 0.0125
Si, 2.7096, 2.74, 3.4321, 0.0062, -0.0078, 0.0119
Si, 8.1005, 2.7375, 3.3427, -0.008, 0.011, 0.0099
Si, -0.0479, 5.4978, 3.3799, 0.0052, 0.0166, 0.0197
Si, 5.4628, 5.4942, 3.4517, 0.0039, -0.0118, 0.016
Si, 2.6756, 8.2383, 3.4128, -0.0091, -0.0025, 0.0197
Si, 8.1868, 8.2191, 3.4759, 0.0049, -0.0042, 0.0113
Si, 1.309, 1.3682, 4.7825, 0.0199, -0.0212, 0.0133
Si, 6.7964, 1.3667, 4.764, -0.0119, 0.0082, 0.0081
Si, 4.0895, 4.1126, 4.7979, 0.0023, -0.003, -0.001
Si, 9.3866, 4.1849, 4.6377, -0.0168, 0.0106, -0.0072
Si, 1.286, 6.8758, 4.7686, -0.0146, 0.0169, 0.0005
Si, 6.803, 6.8811, 4.8658, 0.0104, -0.0067, 0.0032
Si, 4.017, 9.6521, 4.7571, -0.0001, 0.0145, 0.0067
Si, 9.5286, 9.5619, 4.9144, 0.0079, -0.0048, -0.0009
Si, 2.6669, 0.0441, 6.2267, 0.0095, -0.0014, -0.0143
Si, 8.1408, 0.0543, 6.2281, -0.007, 0.0066, -0.0251
Si, -0.2212, 2.7766, 5.8825, -0.0255, -0.0392, 0.0221
Si, 5.4167, 2.6967, 6.1646, -0.0052, 0.0048, -0.001
Si, 2.7216, 5.5401, 6.0814, -0.0119, 0.005, -0.0044
Si, 8.1535, 5.4738, 6.2372, 0.0171, -0.013, -0.0039
Si, -0.069, 8.1429, 6.3036, -0.0015, 0.0045, -0.0058
Si, 5.3993, 8.3249, 6.1234, 0.0203, -0.0024, -0.0002
Si, 4.2531, 1.1973, 7.5973, 0.0122, -0.008, 0.0336
Si, 9.3058, 1.7099, 7.4684, 0.0072, 0.0443, 0.035
Si, 1.043, 4.2731, 7.0784, -0.0237, -0.0058, 0.0331
Si, 6.9773, 3.8407, 7.4884, 0.0106, -0.0116, 0.0286
Si, 3.8398, 7.1482, 7.4163, -0.0132, 0.0166, 0.0472
Si, 9.8179, 6.4347, 7.6747, 0.0187, -0.0252, 0.0266
Si, 1.5709, 9.3239, 7.5132, 0.0222, -0.0168, 0.0138
Si, 6.4892, 9.8971, 7.5181, -0.0402, 0.0121, 0.0197
O, 2.7188, 8.2121, 7.9982, 0.0017, -0.0036, 0.0122
O, 8.1531, 2.7837, 8.0191, 0.0028, -0.0143, 0.0154
O, 4.2118, 6.7933, 24.1236, -0.0011, 0.0017, -0.0142
O, 9.6313, 1.3514, 24.1428, 0.002, -0.0005, -0.015
O, 5.3688, 0.0683, 8.0736, 0.0106, -0.0019, 0.0172
O, 0.0692, 5.31, 7.9249, -0.0135, 0.0084, 0.0212
O, 1.4031, 4.1135, 24.1934, 0.013, -0.0028, -0.0241
O, 6.9798, 9.4786, 24.2353, -0.0044, 0.0079, -0.0211
H, 1.0146, 9.898, 8.7724, 0.0032, -0.004, -0.0052
H, 7.0774, 9.2495, 8.7297, -0.0016, 0.006, -0.0048
O, 4.5762, 6.5373, 8.7484, 0.0022, -0.0115, -0.0048
O, 9.3119, 6.7419, 9.2291, -0.0087, -0.0105, 0.0039
O, 3.6945, 1.8987, 9.0116, -0.0054, -0.0132, -0.0116
O, 1.6281, 3.0764, 8.0319, 0.0201, 0.0222, 0.0232
O, 6.1836, 4.4186, 8.8231, 0.009, 0.0229, -0.0007
O, 10.1344, 1.1392, 8.7836, -0.0092, 0.0193, -0.0006
H, 0.3698, 10.5108, 23.4338, 0.0027, 0.0028, 0.0047
H, 2.4449, 8.5075, 23.4841, 0.0008, -0.003, 0.005
O, 10.6488, 5.8977, 23.4027, -0.013, 0.0001, 0.0032
O, 6.0214, 5.033, 23.2651, 0.0104, 0.0023, 0.0109
O, 4.9916, 10.7619, 23.2069, 0.018, -0.0003, -0.0048
O, 7.986, 3.2423, 23.3618, -0.0042, 0.0019, 0.0097
O, 8.8445, 7.857, 23.3896, -0.0028, -0.0212, 0.002
O, 3.3262, 2.7055, 23.1089, -0.012, 0.0015, -0.0049
Si, 6.5955, 1.5033, 15.4284, 0.0037, 0.0015, 0.0013
Si, 4.9646, 10.7765, 21.5793, 0.0122, -0.0085, 0.007
Si, 7.743, 7.5938, 16.0322, 0.0047, -0.0041, -0.0035
Si, 5.9921, 1.5143, 12.2337, -0.0004, -0.0005, -0.0063
Si, 0.8103, 0.0306, 17.2868, -0.006, -0.0001, -0.0005
Si, 1.1744, 1.5356, 14.5037, 0.0005, -0.0028, -0.0024
Si, 6.5085, 5.2645, 17.869, 0.0049, 0.0039, 0.0001
Si, 10.7104, 1.3316, 10.3045, 0.0049, 0.0002, 0.0036
Si, 7.3119, 4.4162, 22.4706, 0.0056, 0.004, -0.0008
Si, 3.0946, 8.8044, 17.1616, 0.0012, -0.0026, -0.0001
Si, 4.0579, 5.4486, 19.8383, 0.0026, 0.002, -0.0064
Si, 5.3161, 4.7723, 15.1472, -0.0027, 0.0036, -0.0002
Si, 0.1386, 10.1039, 12.4651, -0.0016, 0.0128, -0.0004
Si, 1.959, 2.034, 19.1703, -0.0052, -0.0033, 0.0014
Si, 9.516, 6.6557, 22.5292, -0.0053, 0.0017, 0.0041
Si, 8.4946, 3.2267, 11.5982, 0.0005, 0, -0.0016
Si, 0.22, 7.5648, 19.9395, -0.0045, 0.0022, 0.002
Si, 3.2061, 5.1623, 11.2965, -0.0044, -0.0006, -0.0031
Si, 9.3285, 9.4368, 18.0293, 0.0022, 0.0034, -0.0036
Si, 4.9196, 1.7115, 18.0097, -0.0019, -0.0003, -0.0043
Si, 6.9934, 3.1135, 19.5899, 0.0056, 0.0028, 0.0003
Si, 0.3306, 4.5204, 15.4019, 0.0021, 0.0017, 0.0001
Si, 2.7413, 6.6056, 14.9737, -0.002, 0.0092, -0.0007
Si, 5.619, 5.7023, 9.6634, -0.0024, 0.0001, -0.0007
Si, 8.4956, 8.1561, 13.0012, 0.0064, -0.0083, 0.0079
Si, 2.7305, 8.1064, 12.2705, -0.0053, -0.0057, -0.0029
Si, 3.5753, 2.632, 21.4984, -0.0016, -0.0071, 0.0046
Si, 8.4055, 6.255, 10.5125, -0.0008, 0.0008, -0.0005
Si, 6.992, 0.1558, 19.4828, 0.0044, -0.0055, 0.0044
Si, 8.2642, 3.9289, 14.6934, 0.0067, -0.0048, -0.0007
Si, 3.6538, 2.974, 13.2793, -0.0053, -0.0009, -0.0013
Si, 3.2501, 8.33, 20.2362, -0.0053, 0.0025, -0.0053
Si, 5.5963, 9.7026, 15.5733, -0.0037, -0.0014, -0.0021
Si, 5.5465, 9.5109, 12.5162, -0.004, 0.0044, -0.0012
Si, 2.358, 2.7584, 9.4329, -0.0062, 0.0089, -0.0099
Si, 1.3287, 4.9312, 18.4612, -0.0037, 0.0007, -0.0026
O, 1.4627, 9.1638, 12.0882, -0.0021, -0.0011, 0.0076
O, 8.4687, 4.6409, 10.781, -0.0006, 0.0107, 0.0134
O, 4.2153, 9.7575, 16.4416, -0.0133, -0.0157, 0.0055
O, 4.2543, 5.9649, 14.7923, -0.0036, -0.0019, 0.0121
O, 4.5629, 2.2997, 12.0993, 0.0105, 0.0017, 0.021
O, 6.4429, 10.495, 20.9097, -0.0211, 0.0147, -0.0158
O, 7.1421, 2.3129, 11.3842, 0.0055, 0.0021, 0.0259
O, 2.6569, 7.7704, 13.8543, 0.0074, -0.0177, -0.0116
O, 5.5022, 2.8995, 18.9544, 0.0153, -0.0233, -0.0043
O, 2.2626, 1.9813, 20.7693, 0.0162, 0.0087, -0.006
O, 4.6019, 3.4635, 14.505, 0.0052, -0.0024, -0.0141
O, 8.8049, 8.493, 16.8336, -0.0144, 0.0004, 0.0075
O, 8.8681, 7.0263, 11.8728, -0.0174, 0.0052, -0.0091
O, 1.2466, 0.9397, 16.0129, -0.0065, -0.0108, 0.0027
O, 6.3619, 1.4928, 13.8201, -0.0018, 0.0075, -0.0205
O, 4.8205, 5.2661, 11.0237, -0.0184, 0.0068, -0.0157
O, 9.61, 4.7193, 15.2777, -0.0073, -0.0029, -0.0077
O, 0.4528, 0.3837, 13.5583, 0.0054, -0.0053, -0.0074
O, 0.4934, 6.1257, 19.1968, 0.0139, 0.0104, 0.0022
O, 1.6133, 8.3062, 20.396, 0.0067, -0.0179, -0.0159
O, 3.7888, 6.8374, 20.6992, -0.0113, -0.003, -0.0157
O, 7.6128, 4.2216, 18.5396, -0.0173, 0.0069, 0.0162
O, 2.6003, 4.2373, 10.0913, 0.0078, -0.0079, 0.0179
O, 6.2705, 8.267, 15.8809, 0.0107, 0.016, -0.0091
O, 6.7726, 10.8449, 15.8232, -0.0075, -0.0213, -0.0184
O, 5.0857, 9.8351, 14.0401, 0.0231, -0.0122, -0.0035
O, 2.9215, 4.298, 12.6581, 0.023, -0.0101, -0.0163
O, 2.5588, 6.6772, 11.429, 0.0206, -0.003, 0.0223
O, 7.4502, 6.3245, 17.04, -0.0026, -0.0065, 0.0054
O, 2.6355, 1.8341, 13.8366, -0.0026, 0.0141, 0.0023
O, 7.8436, 2.5858, 15.6057, -0.0172, 0.0159, -0.0225
O, 9.8043, 2.4184, 11.0969, -0.0028, -0.012, -0.0106
O, 5.4654, 4.6572, 16.7602, 0.0047, 0.012, -0.0186
O, 5.5238, 5.7269, 19.116, -0.0066, -0.0104, -0.0052
O, 7.0144, 8.7567, 12.5698, 0.0011, 0.0059, 0.0035
O, 3.3067, 1.844, 18.2189, -0.003, -0.005, 0.0072
O, 5.807, 10.9154, 11.7024, -0.0021, 0.0042, 0.0314
O, 1.6891, 9.6071, 17.2408, 0.0063, 0.0147, 0.0027
O, 0.5134, 3.0357, 14.7046, 0.0059, 0.0085, 0.0024
O, 5.6415, 0.3261, 18.5414, 0.022, 0.0278, 0.0168
O, 8.6722, 3.4976, 13.1868, -0.0146, 0.0016, -0.0043
O, 2.9279, 5.2812, 18.645, -0.0006, 0.0019, 0.0251
O, 7.7162, 1.6406, 19.6214, -0.0319, -0.0053, -0.0077
O, 6.8631, 6.6453, 10.1275, 0.01, -0.0276, 0.0002
O, 10.2261, 7.2922, 21.2332, 0.0071, -0.0072, -0.0022
O, 5.3547, 1.8958, 16.4424, 0.0068, 0.0064, 0.0217
O, 0.7377, 4.7202, 16.9622, -0.0103, 0.0066, 0.0045
O, 1.0136, 0.8067, 18.7085, 0.0127, 0.0057, -0.0127
O, 1.4235, 5.6103, 14.7529, 0.0091, 0.0055, 0.0004
O, 3.9313, 4.1309, 20.8643, -0.011, 0.0002, -0.0026
O, 8.0744, 10.053, 18.8736, 0.0073, 0.0061, -0.0038
O, 9.7643, 9.2316, 12.9937, -0.0005, -0.0075, -0.0186
O, 10.3149, 8.5776, 18.9903, 0.0028, 0.0012, -0.0035
O, 10.163, 10.6141, 17.2673, 0.0122, -0.0123, 0.0088
O, 1.3352, 1.8467, 10.3276, -0.0132, 0.0066, -0.0102
O, 4.6702, 1.4258, 21.2261, -0.0163, 0.0099, 0.0091
O, 10.6419, -0.1102, 11.0623, 0.0078, 0.018, 0.0124
O, 3.6418, 8.5018, 18.6611, -0.0215, 0.0017, 0.0083
O, 2.7531, 7.3834, 16.4155, 0.0079, 0.0077, -0.0042
O, 8.364, 5.5942, 22.0948, 0.0027, -0.0036, 0.0162
O, 8.3602, 7.4638, 14.4985, -0.0074, 0.0209, -0.0147
O, 6.858, 3.7239, 21.0794, 0.0101, -0.0015, -0.0116
O, 4.2311, 8.7208, 11.8791, -0.0105, -0.0009, 0.0077
O, 6.8813, 4.865, 14.5813, -0.007, -0.0248, 0.0098
O, 3.901, 9.6055, 21.0681, 0.0123, -0.006, -0.0053
O, 1.135, 3.432, 19.0557, 0.0053, 0.001, -0.0032

Results
free energy: -132905.920 eV
free energy less fixed offsets of H -17.10, O -569.03, Si -635.61 eV per atom: -0.420 eV

The program warned: the cutoff lies below the one the program advises for these potential files; the forces do not sum to zero within the program's tolerance; the exchange-correlation potential is rough where the density is thin.
